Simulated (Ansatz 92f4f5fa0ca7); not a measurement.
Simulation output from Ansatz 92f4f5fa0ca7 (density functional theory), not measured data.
Periodic cell of 375 atoms, Si241O134, from a study of silicon, its oxide and their interface. The atomic structure is a simulated model.
Doubt: the cutoff is far below the 930 eV that the study's wrapper takes by default for these files, so forces and energies are approximate.
This geometry differs little from another in the collection (a relaxation step or a small displacement).

Settings: functional PBE; potential files Ansatz PAW; basis plane waves; wave-function cutoff 580 eV; density cutoff ratio 5; exchange-correlation grid ratio 1; k mesh 1 x 1 x 1, Gamma-centred; self-consistency stop 5e-08 eV per atom in the density residual; occupations fixed; spin none; net charge 0.

Cell vectors (angstrom)
a	11.6015	0	0
b	0	13.3963	0
c	0	0	42.2936

Atoms: element, x, y, z (angstrom)
Si	0	2.2327	1.1851
Si	3.8672	2.2327	1.1851
Si	7.7343	2.2327	1.1851
Si	1.9336	5.5818	1.1851
Si	5.8008	5.5818	1.1851
Si	9.6679	5.5818	1.1851
Si	0	8.9308	1.1851
Si	3.8672	8.9308	1.1851
Si	7.7343	8.9308	1.1851
Si	1.9336	12.2799	1.1851
Si	5.8008	12.2799	1.1851
Si	9.6679	12.2799	1.1851
Si	1.9336	1.1164	1.9745
Si	5.8008	1.1164	1.9745
Si	9.6679	1.1164	1.9745
Si	0	4.4654	1.9745
Si	3.8672	4.4654	1.9745
Si	7.7343	4.4654	1.9745
Si	1.9336	7.8145	1.9745
Si	5.8008	7.8145	1.9745
Si	9.6679	7.8145	1.9745
Si	0	11.1635	1.9745
Si	3.8672	11.1635	1.9745
Si	7.7343	11.1635	1.9745
Si	1.9336	1.1164	4.3426
Si	5.8008	1.1164	4.3426
Si	9.6679	1.1164	4.3426
Si	0	4.4654	4.3426
Si	3.8672	4.4654	4.3426
Si	7.7343	4.4654	4.3426
Si	1.9336	7.8145	4.3426
Si	5.8008	7.8145	4.3426
Si	9.6679	7.8145	4.3426
Si	0	11.1635	4.3426
Si	3.8672	11.1635	4.3426
Si	7.7343	11.1635	4.3426
Si	0	0	37.953
Si	3.8672	0	37.953
Si	7.7343	0	37.953
Si	1.9336	3.3491	37.953
Si	5.8008	3.3491	37.953
Si	9.6679	3.3491	37.953
Si	0	6.6981	37.953
Si	3.8672	6.6981	37.953
Si	7.7343	6.6981	37.953
Si	1.9336	10.0472	37.953
Si	5.8008	10.0472	37.953
Si	9.6679	10.0472	37.953
Si	0	0	40.3212
Si	3.8672	0	40.3212
Si	7.7343	0	40.3212
Si	1.9336	3.3491	40.3212
Si	5.8008	3.3491	40.3212
Si	9.6679	3.3491	40.3212
Si	0	6.6981	40.3212
Si	3.8672	6.6981	40.3212
Si	7.7343	6.6981	40.3212
Si	1.9336	10.0472	40.3212
Si	5.8008	10.0472	40.3212
Si	9.6679	10.0472	40.3212
Si	0	2.2327	41.1105
Si	3.8672	2.2327	41.1105
Si	7.7343	2.2327	41.1105
Si	1.9336	5.5818	41.1105
Si	5.8008	5.5818	41.1105
Si	9.6679	5.5818	41.1105
Si	0	8.9308	41.1105
Si	3.8672	8.9308	41.1105
Si	7.7343	8.9308	41.1105
Si	1.9336	12.2799	41.1105
Si	5.8008	12.2799	41.1105
Si	9.6679	12.2799	41.1105
Si	-0.3861	-1.9378	31.191
Si	6.1208	-1.9379	27.0621
Si	4.8334	-1.4694	29.6893
Si	1.7573	2.8967	30.7493
Si	5.2928	3.6156	30.5079
Si	8.3149	3.1231	31.5702
Si	0.3536	6.6239	30.5078
Si	3.1091	9.5523	29.1188
Si	7.5762	7.8901	30.5129
Si	0.335	11.2573	29.0572
Si	7.2283	11.6602	31.7287
Si	9.2568	5.3985	31.5924
Si	0.2039	1.6178	31.8723
Si	3.8171	2.0892	31.5326
Si	9.787	1.5352	30.6099
Si	4.4591	7.7676	31.0087
Si	4.4543	5.548	31.657
Si	8.3327	9.4832	32.0075
Si	-0.8149	9.2947	31.9884
Si	2.0309	5.2219	31.5607
Si	7.5395	8.7291	27.5981
Si	1.3862	12.8851	31.8606
Si	3.2796	13.462	30.4741
Si	9.3074	12.7788	31.6203
Si	0.0138	2.1875	34.1351
Si	3.8948	2.1879	33.9296
Si	7.8416	2.3626	33.8626
Si	1.8007	5.4528	33.9406
Si	5.5417	5.5863	33.8945
Si	9.5605	5.6572	33.9626
Si	-0.0626	8.9835	34.1642
Si	3.8983	8.8825	33.9492
Si	7.7553	8.9253	34.1942
Si	1.9565	12.35	34.0686
Si	5.9942	12.2098	33.8225
Si	9.6487	12.3886	34.0256
Si	1.9914	1.138	34.899
Si	5.9101	1.0993	34.5977
Si	9.6475	1.1784	34.874
Si	-0.1469	4.4538	34.7728
Si	3.7475	4.406	34.8226
Si	7.5904	4.5437	34.7162
Si	1.9132	7.7618	34.6842
Si	5.7712	7.7752	34.819
Si	9.6617	7.8028	34.9365
Si	0.0041	11.2484	34.8355
Si	3.9491	11.1685	34.6287
Si	7.7898	11.1709	34.9232
Si	1.9483	1.1267	37.2267
Si	5.8191	1.1116	37.0626
Si	9.6589	1.1238	37.2086
Si	-0.0166	4.4632	37.1497
Si	3.8563	4.4497	37.1806
Si	7.7062	4.485	37.1201
Si	1.9331	7.8072	37.1057
Si	5.8029	7.8038	37.1785
Si	9.6646	7.8005	37.2484
Si	-0.0078	11.1798	37.1855
Si	3.8788	11.1639	37.0771
Si	7.7431	11.1749	37.2405
Si	0.0202	0.0021	5.09
Si	3.8794	-0.0021	5.193
Si	7.7272	-0.002	5.1346
Si	1.9221	3.3275	5.2241
Si	5.7861	3.3575	5.174
Si	9.6756	3.3499	5.0448
Si	-0.0001	6.6826	5.123
Si	3.8732	6.6934	5.1996
Si	7.7345	6.7025	5.0837
Si	1.9346	10.05	5.0578
Si	5.7981	10.0614	5.1519
Si	9.6721	10.0458	5.0494
Si	0.0601	-0.0245	7.4294
Si	3.9353	-0.0271	7.6172
Si	7.7589	-0.0079	7.504
Si	1.8912	3.2542	7.6796
Si	5.7493	3.3758	7.5756
Si	9.6707	3.3196	7.3581
Si	0.0376	6.625	7.4847
Si	3.8955	6.6803	7.6247
Si	7.7605	6.7228	7.4209
Si	1.9723	10.0553	7.376
Si	5.8045	10.117	7.5333
Si	9.7113	10.0052	7.3622
Si	-0.1457	2.1265	8.377
Si	3.8755	2.1767	8.4969
Si	7.7412	2.2673	8.1679
Si	1.9352	5.5177	8.3806
Si	5.9085	5.6321	8.3888
Si	9.6515	5.5321	8.1714
Si	0.0707	8.8878	8.1052
Si	3.8596	8.9798	8.2697
Si	7.7515	8.9736	8.1498
Si	1.9693	12.2254	8.3083
Si	5.8945	12.2949	8.5167
Si	9.7401	12.228	8.0955
Si	-0.1676	1.6289	12.5327
Si	4.0947	1.9939	10.9191
Si	8.1832	2.4021	10.4574
Si	1.9646	5.5263	10.7568
Si	3.6972	4.2487	11.7364
Si	10.363	1.471	10.4799
Si	-0.3163	8.9751	10.394
Si	5.075	9.6704	11.9765
Si	8.2855	9.1552	10.416
Si	2.2175	11.6702	10.6305
Si	6.3441	12.3363	10.9763
Si	10.1046	12.5446	10.3629
Si	2.7473	0.2245	11.9523
Si	6.337	1.3358	11.5309
Si	11.2057	4.6885	12.7629
Si	-3.0085	4.7055	11.0292
Si	6.3985	5.8097	10.7525
Si	5.8383	2.4863	14.3837
Si	2.1196	7.7444	11.5434
Si	4.3653	5.0255	14.4958
Si	6.7593	7.9868	11.6971
Si	0.0547	11.0844	11.2839
Si	3.3015	9.5113	10.4974
Si	8.4057	11.3343	11.3713
O	-0.0007	16.5409	13.1172
O	7.3215	7.5922	13.2145
O	4.6581	6.6224	14.2547
O	7.7444	4.3852	16.5283
O	-0.0337	5.5189	14.1343
O	6.5843	2.1258	15.7696
O	10.5955	0.8243	13.7003
O	5.3974	11.3105	11.923
O	3.8339	4.8235	16.0303
O	-0.2368	-2.6491	12.9111
O	8.7255	11.0972	13.0101
O	4.6353	9.2724	13.5291
O	3.284	8.1127	29.8911
O	-0.8827	10.6323	28.1378
O	5.584	10.921	25.6184
O	10.6248	5.6095	30.6568
O	6.5776	7.5231	26.9963
O	8.1566	8.1624	29.0004
O	-6.5936	3.6866	28.8858
O	1.4953	2.2202	29.1809
O	9.9472	1.6998	28.9498
O	3.637	9.419	27.5806
O	-7.4693	-4.6586	32.3018
O	4.9671	-1.3204	28.0548
Si	9.3142	10.5657	18.4692
Si	3.8917	8.8332	19.6978
Si	1.0747	0.7691	25.879
Si	6.4947	14.4131	23.5075
Si	5.7616	3.4278	27.455
Si	2.8152	9.0483	26.2177
Si	-1.2353	9.6443	26.8768
Si	3.9192	16.6211	19.5252
Si	7.0953	7.3215	23.6878
Si	10.2105	1.1704	15.2622
Si	8.8055	5.6309	16.5197
Si	4.9211	3.3974	22.3764
Si	10.7392	18.1691	26.1134
Si	0.3835	4.9333	22.0599
Si	3.7833	8.0077	14.1218
Si	-0.9919	11.9175	16.263
Si	4.055	4.431	25.268
Si	8.3164	7.8619	18.5628
Si	4.0443	11.8998	19.8825
Si	8.9818	14.2408	21.7739
Si	2.6456	4.965	17.141
Si	1.0297	7.417	17.6804
Si	11.2877	9.3369	22.7785
Si	1.3204	3.4342	24.5136
Si	1.0798	0.4871	16.5067
Si	6.201	6.1059	26.2469
Si	1.9084	0.6647	28.6507
Si	7.9417	16.1591	16.375
Si	-0.3412	15.7613	20.6068
Si	2.1313	0.7877	19.4868
Si	10.001	-3.0775	13.7159
Si	8.7074	15.6974	19.2751
Si	4.554	11.6462	16.8314
Si	7.0771	9.7669	16.7433
Si	5.944	11.5804	22.2978
Si	3.7022	13.8057	14.8301
Si	0.6803	7.1288	27.371
Si	8.925	11.1389	21.5927
Si	0.6339	11.0498	25.0181
Si	10.0493	2.0511	27.3415
Si	7.2565	14.3508	26.5323
Si	6.5705	17.6318	20.1357
Si	6.442	7.2265	20.6664
Si	-1.4991	6.7154	23.8459
Si	8.3116	8.0438	14.4189
Si	2.9572	9.2835	16.9063
Si	1.1542	7.5543	20.6076
Si	5.2426	9.7503	24.5218
Si	0.0237	5.4233	15.7696
O	-1.212	1.6842	21.828
O	8.8331	14.7179	26.5438
O	1.2554	4.5143	16.3728
O	10.2211	4.8425	16.3385
O	5.254	15.2586	22.8518
O	9.6728	8.7031	13.766
O	2.2606	0.7681	27.0316
O	-0.1619	17.1864	25.0413
O	1.5179	1.8106	24.6754
O	-2.7912	9.1861	26.6729
O	6.499	8.7139	24.3205
O	6.5594	2.0045	27.5984
O	1.3768	13.8643	18.0929
O	7.0206	8.4499	17.7261
O	4.6498	12.1748	18.378
O	9.1089	11.0678	19.9843
O	1.8096	10.2891	25.8643
O	2.3962	6.4986	17.6366
O	3.994	8.792	18.0731
O	10.3436	15.7317	19.2493
O	6.2289	12.8334	23.284
O	6.3099	17.3703	21.7317
O	0.1057	6.9314	16.4292
O	5.5151	16.7894	19.1975
O	9.14	2.385	15.3275
O	10.2232	10.7082	15.2715
O	1.0563	1.5429	20.4536
O	8.0824	17.1389	19.7769
O	4.6915	3.2688	26.2312
O	-0.822	10.5371	25.574
O	11.4981	17.3467	20.8659
O	0.5441	12.4134	16.0337
O	2.4419	4.2776	25.3528
O	6.5705	14.6855	25.1013
O	8.5857	6.7084	15.3145
O	3.448	1.7074	19.2213
O	4.5923	5.8646	25.9018
O	-0.0573	1.5974	16.1196
O	7.6133	9.2293	15.3059
O	5.2329	12.1787	20.9618
O	1.4354	8.9777	17.4123
O	9.2934	12.6655	22.0524
O	4.4818	4.2533	23.6924
O	4.6619	-0.5365	15.7506
O	4.3576	1.8482	14.4708
O	10.5405	11.3948	17.8086
O	6.3661	7.0072	22.2719
O	11.1437	8.2345	27.0575
O	0.8212	12.6751	25.2047
O	0.2668	5.6325	26.8988
O	6.6749	4.7803	27.1167
O	2.7007	7.9324	20.3117
O	2.7176	12.8179	20.1572
O	8.7461	6.4186	17.9512
O	9.6195	13.1945	15.9466
O	10.6864	5.5879	22.8137
O	3.9073	8.9185	25.001
O	2.4034	14.2302	15.675
O	3.2434	8.4188	15.5754
O	3.1137	10.8838	16.6411
O	6.8997	6.1209	24.7738
O	0.4074	8.7452	21.4355
O	7.9531	14.8222	22.8918
O	8.0214	10.8688	17.5038
O	9.8879	5.9242	25.2843
O	2.0127	7.6505	26.5542
O	7.9002	7.7669	20.1448
O	11.0786	8.0547	23.8164
O	3.0222	4.1522	18.5122
O	12.2483	10.4915	23.4697
O	6.246	5.8111	19.8704
O	5.6823	10.5314	16.4819
O	8.285	14.4829	20.2971
O	9.882	10.0588	22.3467
O	3.787	16.889	21.1642
O	3.5746	10.3669	20.1174
O	9.5502	8.9375	18.442
O	-2.9167	7.348	23.373
O	7.3578	10.8318	21.9466
O	8.1786	15.3953	17.7854
O	1.3491	3.9863	22.9834
O	4.9901	10.5065	23.0904
O	0.3758	7.2998	19.1771
O	9.9755	3.7043	27.1172
O	1.2393	6.1694	21.4549
O	5.2978	8.3058	20.293
O	-21.6051	10.1707	29.0438
O	6.7383	10.1403	27.824
O	0.5132	18.5044	11.473
O	4.1043	10.4978	29.987
O	2.5088	21.1189	13.1458
O	14.9706	13.0874	13.3964
O	5.9483	8.0517	30.3786
O	8.0379	6.3695	30.9909
O	-5.2713	-1.4757	30.3554
O	-2.1054	5.382	9.8203
O	-1.8479	-5.0056	10.5447
O	12.1027	8.0249	11.4635
O	11.3708	1.3785	26.6607
O	5.1575	18.394	11.5042
O	-10.8097	12.7869	28.5909
O	9.6018	4.8223	12.3619
O	3.3144	4.4701	13.3494
O	12.903	0.9396	12.3049
O	7.1269	12.7447	26.8557
O	5.7186	4.1207	14.2742
O	0.8506	-6.4683	28.9789
O	11.4208	8.0775	31.054
O	6.8844	3.2578	30.7272
O	-4.9954	15.1901	13.1196

Results
free energy: -229411.498 eV
free energy less fixed offsets of O -568.88, Si -635.61 eV per atom: 0.432 eV

Forces (eV/angstrom), in the order of the atoms: element, x, y, z
Si	-0.0378	0.0352	0.0175
Si	-0.006	-0.0313	0.0029
Si	0.0011	0.0249	0.0028
Si	-0.0037	0.0103	-0.0515
Si	-0.0001	-0.0245	0.045
Si	0.0113	0.043	0.019
Si	0.0163	0.0169	0.0112
Si	-0.0111	-0.0013	0.0187
Si	-0.0027	0.021	0.0243
Si	0.0102	-0.028	0.008
Si	-0.0064	-0.0457	-0.026
Si	0.0012	0.0146	-0.035
Si	0.1057	0.0323	-0.0196
Si	-0.0205	0.0233	-0.0124
Si	-0.0066	-0.0838	-0.0008
Si	0.1252	-0.0468	0.0025
Si	-0.0878	0.0186	-0.016
Si	-0.0743	-0.0409	-0.0078
Si	0.0433	-0.0833	-0.0022
Si	-0.0673	0.0453	-0.023
Si	0.0366	-0.0706	-0.0103
Si	0.0004	0.0248	-0.0141
Si	0.0627	0.087	0.0002
Si	-0.0458	0.019	-0.001
Si	0.2927	0.0799	0.1221
Si	-0.1017	0.0677	0.1956
Si	-0.0189	-0.1846	-0.1443
Si	0.3252	-0.093	-0.1193
Si	-0.204	-0.0412	0.4365
Si	-0.2114	-0.0443	-0.0657
Si	0.0957	-0.2106	0.0503
Si	-0.1725	0.0856	0.1561
Si	0.1081	-0.1214	-0.2537
Si	0.0444	0.0979	-0.4301
Si	0.1402	0.1861	-0.0863
Si	-0.1315	0.0779	-0.1513
Si	-0.0115	0.1084	0.194
Si	0.3826	-0.1138	-0.3133
Si	-0.1898	0.2309	0.2235
Si	-0.1773	0.1514	0.2291
Si	0.0488	-0.1858	-0.2822
Si	-0.2372	0.2032	-0.0507
Si	0.2153	-0.1166	0.0855
Si	-0.1372	-0.0391	-0.096
Si	-0.1642	-0.1448	0.2902
Si	0.1311	-0.0265	-0.4823
Si	-0.1632	0.0149	-0.1053
Si	0.1046	0.0137	0.3021
Si	-0.0124	0.0407	-0.0024
Si	0.1345	-0.0582	0.0063
Si	-0.0778	0.0767	-0.0199
Si	-0.0796	0.0722	-0.0096
Si	0.0132	-0.0784	0.0103
Si	-0.0854	0.0896	0.0176
Si	0.1167	-0.03	0.0048
Si	-0.0599	-0.0187	0.0095
Si	-0.0523	-0.0472	0.005
Si	0.0595	-0.0224	0.0337
Si	-0.0605	-0.0017	0.03
Si	0.0404	0.0251	0.0034
Si	0.0393	-0.033	0.0009
Si	0.0039	0.0296	-0.0419
Si	0.0084	-0.029	0.0284
Si	-0.0017	-0.0061	0.0584
Si	-0.003	0.0359	-0.0282
Si	-0.0042	-0.031	-0.0002
Si	-0.0239	-0.0206	-0.0151
Si	0.0113	-0.0017	-0.0108
Si	0.006	-0.0214	-0.0224
Si	-0.0142	0.035	-0.0573
Si	0.0182	0.0403	0.0309
Si	-0.0096	-0.0169	-0.0003
Si	0.0167	-0.0108	0.0222
Si	-0.0037	0.0003	-0.0026
Si	0.0064	0.0035	-0.0106
Si	0.0042	-0.0073	0.0173
Si	0.003	0.1206	0.11
Si	0.0003	0.0044	0.0069
Si	-0.0199	-0.0347	-0.0283
Si	-0.0096	-0.0199	0.0087
Si	0.0138	-0.0131	0.0221
Si	0.0188	-0.0238	-0.0157
Si	0.0389	0.007	0.0538
Si	-0.006	-0.0473	0.0048
Si	-0.024	0.0126	-0.0088
Si	0.0124	-0.0042	-0.0255
Si	-0.0122	-0.0054	0.0568
Si	-0.0414	-0.0201	0.0115
Si	0.0757	-0.0974	-0.0639
Si	-0.0369	-0.0372	0.0183
Si	0.0007	0.0961	0.0195
Si	-0.0019	0.0184	0.0107
Si	0.0112	-0.0017	-0.0038
Si	-0.0207	-0.0239	-0.0128
Si	0.0003	0.0037	0.0195
Si	0.0038	0.0125	-0.0122
Si	0.0275	-0.0137	-0.0088
Si	-0.0065	-0.0068	0.0054
Si	-0.0063	-0.0011	-0.0104
Si	-0.0489	-0.0119	-0.004
Si	-0.02	0.0067	-0.0097
Si	-0.0147	-0.017	0.0079
Si	0.0018	-0.0054	-0.002
Si	0.0083	-0.005	0.0091
Si	-0.0062	0.0027	-0.0358
Si	0.0092	-0.0029	-0.001
Si	0.0115	-0.0169	-0.008
Si	0.002	-0.0122	-0.0074
Si	-0.0091	0.0074	-0.0005
Si	0.0101	0.014	0.0055
Si	0.005	-0.0028	-0.0005
Si	0.0157	0.0326	0.0097
Si	0.0312	0.003	0.0405
Si	0.0073	0.0044	0.0114
Si	0.0062	0.019	0.0074
Si	0.0005	0.0022	0.0042
Si	0.0093	0.0069	0.013
Si	-0.0112	0.0037	0.008
Si	-0.0204	-0.0103	-0.0039
Si	-0.002	0.0076	0.0015
Si	-0.0032	0.0013	-0.0013
Si	-0.0012	-0.0021	0.0065
Si	-0.0037	0.0003	0.0129
Si	-0.0047	-0.0018	-0.0043
Si	-0.0166	-0.0044	-0.0207
Si	0.0023	-0.0078	-0.0017
Si	-0.0033	-0.0057	-0.0036
Si	0.0047	-0.0003	-0.006
Si	0.0098	-0.0013	0.0022
Si	0.0013	-0.0122	0.0051
Si	0.0034	0.0064	0.0025
Si	-0.0054	-0.0013	0.0057
Si	-0.0073	-0.0021	0.0015
Si	0.002	-0.002	0.0032
Si	-0.0021	-0.006	-0.003
Si	0.0048	0.0034	-0.0004
Si	-0.0007	-0.0056	-0.0005
Si	-0.0012	-0.0083	0.0075
Si	0.0072	-0.0018	0.0016
Si	-0.0001	-0.0011	-0.0044
Si	-0.0052	0.0003	0.0012
Si	0.0038	0.0052	0.0078
Si	-0.0018	0.0026	-0.0056
Si	-0.0039	0.0033	-0.0001
Si	0.0116	0.011	0.0102
Si	0.0024	0.0019	0.005
Si	0.0242	-0.0047	0.0057
Si	-0.0003	0.0041	0.0093
Si	0.0266	0	0.008
Si	0.0189	0.0078	0.0066
Si	-0.0138	0.0007	0.0184
Si	0.0033	0.0064	0.0032
Si	-0.0005	-0.0057	0.0034
Si	-0.0086	-0.0073	-0.0027
Si	-0.0078	-0.0113	0.0035
Si	0.0027	0.0014	0.0063
Si	-0.0179	-0.0056	-0.0025
Si	-0.0103	-0.0067	-0.0056
Si	-0.0215	0.0042	-0.0125
Si	0.0104	-0.006	0.0064
Si	0.0035	-0.0016	-0.0243
Si	0.0005	0.0024	-0.0179
Si	0.0041	0.0053	0.031
Si	-0.002	0.0003	-0.0016
Si	0.0097	0.0083	0.0015
Si	0.004	0.0028	0.0022
Si	-0.0074	0.0087	0.0042
Si	-0.015	-0.0092	-0.0111
Si	0.0164	0.0079	0.0281
Si	-0.011	0.0093	0.0025
Si	-0.005	0.0185	0.0119
Si	-0.0044	0.0328	-0.0047
Si	0.0388	-0.0121	0.0197
Si	0.0087	0.0029	-0.0048
Si	0.0303	0.0229	-0.0559
Si	-0.0046	-0.0125	-0.0311
Si	-0.0661	-0.0143	0.0261
Si	-0.0001	-0.0295	-0.0205
Si	-0.0012	0.014	0.0083
Si	-0.0096	-0.0077	0.0153
Si	0.0064	0.0193	0.0149
Si	0.0169	-0.032	-0.0263
Si	-0.0074	0.0105	0.0018
Si	-0.0194	-0.0245	-0.0185
Si	0.0291	0.0221	0.0239
Si	-0.0053	0.0184	-0.0006
Si	0.0384	-0.0158	-0.0075
Si	-0.0035	-0.0021	0.0056
Si	0.0063	0.0334	-0.0394
Si	-0.0106	0.0106	-0.0009
Si	0.0172	0.015	0.026
Si	0.0072	0.0241	-0.0154
O	-0.0027	-0.0158	-0.0243
O	0.012	-0.0009	0.0205
O	-0.0024	-0.0053	-0.0068
O	-0.0004	-0.0015	-0.0006
O	0.0019	-0.0047	-0.0032
O	0.0041	-0.0046	0.0076
O	-0.0012	-0.0009	-0.0024
O	-0.0024	-0.0126	-0.0136
O	-0.0044	0.0009	0.0054
O	-0.0084	-0.0042	0.0073
O	0.0131	-0.0084	0.0062
O	-0.0188	-0.0076	0.0269
O	0.0001	0.0144	0.0006
O	-0.0082	0	0.0064
O	-0.0012	-0.0018	0.0031
O	0.0286	0.0077	-0.0063
O	-0.004	-0.005	0.0028
O	0.004	0.0092	-0.0044
O	0.0025	-0.0151	-0.0443
O	-0.0018	-0.0033	-0.007
O	0.0113	0.0062	-0.0423
O	0.0028	0.0021	-0.0064
O	-0.0022	0.0133	-0.0066
O	0.0076	-0.0074	0.0014
Si	0.0004	-0.0023	-0.005
Si	0.0015	-0.0061	-0.0075
Si	-0.0071	0.0051	0.0029
Si	-0.0003	0.001	-0.0075
Si	-0.0107	0.0004	0.0144
Si	-0.0003	-0.0006	0.005
Si	0.0031	0.002	0.0082
Si	0.0008	0.0045	-0.015
Si	0.0005	-0.0018	-0.0041
Si	-0.0015	0.0068	0.0044
Si	0.0013	0.0034	0.0038
Si	-0.0021	0.002	-0.0056
Si	-0.0029	-0.0011	0.0001
Si	-0.0004	-0.0016	-0.0098
Si	0.0081	0.0042	0.0038
Si	-0.0015	-0.0017	0.0071
Si	0.0036	-0.0025	-0.0048
Si	0.0003	-0.0004	-0.0085
Si	0.0016	0.0011	-0.0102
Si	-0.0001	0.001	-0.0086
Si	0.0074	0.0007	-0.006
Si	0.0038	0.0005	-0.0045
Si	0	-0.0004	-0.007
Si	0.0002	-0.0031	-0.0062
Si	0.0108	0.0034	0.0046
Si	0.0013	0.0018	-0.0027
Si	-0.0011	-0.0039	-0.0137
Si	0.0008	-0.0029	0.0081
Si	-0.0006	0.0028	-0.0086
Si	0.0021	0.0003	-0.0105
Si	-0.0066	-0.0176	0.0055
Si	0.0012	0.0027	-0.0046
Si	0.0023	0	-0.0018
Si	-0.0025	-0.0008	-0.0083
Si	0.0018	-0.0008	-0.0099
Si	0.0004	-0.0009	-0.0012
Si	0.0008	0.0065	0.0108
Si	-0.0021	0.0017	-0.0064
Si	-0.0003	0.0034	0.0067
Si	0.0023	-0.0024	0.0059
Si	0.0042	0.008	-0.0055
Si	-0.0008	0.0032	-0.0099
Si	-0.0067	-0.0028	-0.0118
Si	-0.0009	-0.001	-0.0073
Si	-0.0066	-0.0005	-0.0147
Si	0.0088	-0.0063	-0.0098
Si	0.008	-0.0022	-0.0113
Si	0.0024	-0.0002	-0.0059
Si	0.0004	-0.0014	0.0052
O	0.0024	0.0006	0.0044
O	-0.0029	-0.0031	0.0026
O	-0.0016	0.0009	-0.0008
O	0.0005	-0.0005	0.0008
O	0	0	0.0072
O	-0.0101	0.009	-0.0024
O	-0.0006	0.0005	0.0019
O	0.0046	0.0004	0.0026
O	-0.0006	0.0045	0.0037
O	-0.0019	0.001	0.0031
O	-0.0015	0.0017	0.0059
O	0.003	-0.006	0.0017
O	-0.001	0.0002	0.0029
O	0.001	0.0009	0.0056
O	0.0001	-0.0018	0.0041
O	0.0023	-0.004	-0.0005
O	0.0005	-0.0027	-0.0021
O	-0.0014	-0.003	0.0019
O	-0.0024	0.0016	0.0028
O	0.0012	0.0001	0.0055
O	-0.0007	-0.0021	0.0049
O	0	0.0008	0.0046
O	-0.0027	-0.0015	-0.0008
O	-0.0024	-0.0015	0.0064
O	-0.0016	-0.0021	-0.007
O	0.0001	0.0021	-0.0041
O	0.0013	-0.0009	0.0057
O	0.0014	-0.0021	0.0054
O	-0.0012	0.0038	0.0016
O	0.001	-0.0053	0.0066
O	0.0002	-0.0025	0.0079
O	-0.0012	0.0013	-0.0038
O	-0.0013	-0.0011	0.0054
O	-0.0009	-0.0014	0.0027
O	0.0019	-0.0043	0.0007
O	-0.0022	0.0009	0.0087
O	-0.0013	0.0008	0.004
O	0.0005	-0.0028	-0.0029
O	0.0057	0.0016	0.0019
O	-0.003	0.0009	0.0067
O	-0.0015	0.0042	0.0039
O	-0.0005	-0.0028	0.0049
O	0.0011	-0.0005	0.003
O	0.0008	-0.0011	0.0008
O	-0.0013	0.0006	-0.0045
O	-0.0011	0.0003	0.0064
O	0.0019	0.0023	0.004
O	-0.0021	0.0049	0.0033
O	0.0006	-0.0056	0.0027
O	-0.0017	0.0002	0.0022
O	-0.0005	0.0022	0.0033
O	-0.0044	0.0035	0.0062
O	-0.0018	0.0023	0.0064
O	0	0.0018	0.0068
O	0.0022	-0.0002	-0.0038
O	0.0026	-0.0012	0.0053
O	0.0013	0.0016	0.002
O	-0.0091	0.0005	0.0019
O	-0.0043	0.0045	0.0031
O	-0.0022	0.0021	0.0034
O	0.0007	0.0013	0.0003
O	0.0014	-0.0011	0.0081
O	0.0026	-0.0003	0.0037
O	0.0002	0.0018	0.0065
O	0.0013	0.0033	0.0021
O	0.0048	-0.0004	0.0012
O	0.0056	0.0022	0.0041
O	0.002	0.0051	0.0056
O	0.0024	-0.0053	0.0101
O	-0.0015	-0.0035	0.0014
O	0.0013	0.002	0.0095
O	0.001	0.0017	0.0038
O	-0.0013	0.0009	0.0049
O	0.0004	0.0004	0.0065
O	-0.0007	-0.002	0.0046
O	-0.0002	-0.0004	0.0069
O	-0.0022	0.0018	0.0065
O	0.0004	0.0007	0.009
O	0.0025	-0.0011	0.0076
O	-0.0014	0.0026	-0.0024
O	-0.0011	0.0015	0.0057
O	-0.0012	0.0007	0.0057
O	-0.0014	0.0004	0.0071
O	-0.0005	0.0035	0.0023
O	-0.0001	0.0045	0.0049
O	-0.0016	0.0017	0.0083
O	-0.0043	0.0107	0.0203
O	-0.0018	0.002	0.0069
O	-0.0242	-0.0069	0.0064
O	-0.0006	0.0082	0.008
O	-0.0037	-0.0032	0.0076
O	-0.0065	-0.0009	-0.0022
O	0.0122	0.0171	0.0003
O	-0.015	0.0485	-0.0006
O	-0.0478	0.0035	-0.0432
O	0.0055	0.0021	0.009
O	0.0243	-0.0189	-0.0013
O	-0.0432	-0.019	0.0076
O	0.0066	-0.0031	-0.0009
O	-0.0337	-0.0239	0.0027
O	-0.0044	0.0045	0.0089
O	0.033	0.0012	0.0129
O	-0.0008	0.0026	-0.0027
O	-0.0063	0.0106	-0.0032
O	0.0013	-0.003	0.0051
O	-0.0059	-0.0123	-0.0065
O	0.0077	-0.0017	-0.0016
O	0.0163	-0.0288	-0.0109
O	-0.0207	-0.0118	-0.0116
O	0.001	0.0102	0.0089

The program warned: the cutoff lies below the one the program advises for these potential files; the forces do not sum to zero within the program's tolerance; the exchange-correlation potential is rough where the density is thin.
